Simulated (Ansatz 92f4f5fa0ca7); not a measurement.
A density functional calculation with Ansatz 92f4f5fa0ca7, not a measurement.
Periodic cell of 150 atoms, Si88O58N4, from a study of silicon, its oxide and their interface. The atomic structure is a simulated model.

Settings
functional: r2SCAN
potential files: Ansatz norm-conserving
basis: plane waves
wave-function cutoff: 1300 eV
density cutoff ratio: 4
exchange-correlation grid ratio: 1
k mesh: 2 x 2 x 1, shifted by 0.5 0.5 0.5 of a step
self-consistency stop: 5e-08 eV per atom in the density residual
occupations: Fermi-Dirac, 0.05 eV
spin: none
net charge: 0

Cell vectors (angstrom)
a, 10.88, 0, 0
b, 0, 10.88, 0
c, 0, 0, 21.0123

Atoms and the computed forces on them: element, x, y, z (angstrom), force x, y, z (eV/angstrom)
Si, 0.0325, -0.252, -0.1925, 0.0677, -0.2661, -0.6483
Si, 2.7486, 2.501, -0.2621, 0.2037, -0.1485, -0.4662
Si, -0.3571, 5.4795, -0.0079, -0.2371, -0.0312, -0.7611
Si, 2.3673, 8.502, 0.0071, 0.1229, 0.0662, -0.2451
Si, 4.9367, 0.1969, -0.2525, 0.1097, -0.169, -0.6152
Si, 7.9015, 2.8961, 0.0123, 0.0074, 0.1451, -0.7988
Si, 5.7556, 5.1294, -0.0392, 0.0003, 0.034, -0.9205
Si, 8.277, 7.6798, 0.0834, 0.0901, -0.0723, -1.0967
Si, 1.1888, 1.3325, 1.1336, 0.056, -0.0442, -0.1682
Si, 3.9789, 4.0244, 1.1086, 0.0997, -0.0306, -0.2348
Si, 1.2352, 6.7452, 1.212, 0.0132, 0.2104, -0.2783
Si, 3.9544, 9.5536, 1.2936, -0.0558, 0.0457, 0.0176
Si, 6.6304, 1.2633, 1.1473, -0.2119, -0.0122, -0.3252
Si, 9.362, 4.0299, 1.4224, -0.0407, 0.091, -0.1383
Si, 6.733, 6.6301, 1.4516, -0.0315, -0.0268, -0.0011
Si, 9.3753, 9.4344, 1.1844, 0.1137, -0.091, -0.1721
Si, -0.1292, 2.5978, 2.584, 0.0146, -0.0956, 0.1344
Si, 2.5456, -0.01, 2.6208, -0.0162, 0.0388, 0.0692
Si, -0.16, 8.0837, 2.6102, -0.0456, 0.0133, -0.0733
Si, 2.6283, 5.3512, 2.5135, -0.0599, -0.046, -0.0603
Si, 5.2915, 2.6376, 2.5776, 0.0132, 0.021, -0.1825
Si, 7.9702, -0.12, 2.5221, 0.0485, 0.0356, -0.032
Si, 5.2908, 8.0765, 2.5929, -0.1168, 0.0872, -0.098
Si, 8.0055, 5.3101, 2.8223, 0.0556, -0.0785, 0.3091
Si, 1.3009, 3.9294, 3.8916, -0.0617, 0.0082, 0.046
Si, 3.951, 1.2983, 3.9831, -0.0231, -0.0333, -0.0142
Si, 1.1886, 9.4502, 3.9859, 0.0037, -0.0786, -0.1237
Si, 3.9482, 6.6796, 3.9382, 0.0371, -0.0177, 0.239
Si, 6.5978, 3.9282, 4.0943, 0.025, 0.0094, 0.0433
Si, 9.3465, 1.2293, 3.914, 0.0286, 0.0525, 0.1132
Si, 6.637, 9.4284, 3.9418, -0.0289, -0.0618, 0.1212
Si, 9.3784, 6.744, 4.0333, 0.0331, 0.1559, 0.0394
Si, -0.1935, -0.0815, 5.3443, -0.1096, -0.0693, -0.1233
Si, 2.6164, 2.6011, 5.3769, -0.0484, 0.0817, -0.1076
Si, -0.1189, 5.2667, 5.1912, 0.0993, -0.2812, -0.1106
Si, 2.5561, 8.0146, 5.2801, -0.0227, 0.0775, -0.1811
Si, 5.3096, -0.0881, 5.3377, 0.1107, 0.082, -0.0781
Si, 8.0153, 2.5468, 5.3752, -0.1271, -0.0471, -0.1434
Si, 5.2187, 5.3113, 5.4521, 0.0218, 0.006, -0.2477
Si, 7.9336, 8.0681, 5.357, 0.0336, 0.0142, -0.1269
Si, 1.1977, 1.2629, 6.7203, 0.113, -0.0881, -0.0364
Si, 3.858, 3.9537, 6.8691, 0.0947, -0.106, -0.0989
Si, 1.2447, 6.5128, 6.5861, -0.003, 0.1813, 0.153
Si, 3.8864, 9.4098, 6.6155, -0.0442, -0.0085, -0.0331
Si, 6.6583, 1.2402, 6.8032, 0.0103, -0.0682, 0.1699
Si, 9.4703, 3.9236, 6.628, 0.1227, 0.1963, 0.0316
Si, 6.6438, 6.654, 6.768, 0.1008, -0.0175, 0.037
Si, 9.2819, 9.445, 6.67, 0.0334, 0.1972, 0.0156
Si, 0.11, 2.8342, 8.0739, -0.2758, -0.0614, 0.2322
Si, 2.495, -0.1948, 8.0487, -0.1124, -0.1833, 0.4963
Si, -0.3135, 7.8225, 7.6718, 0.1523, -0.15, 0.5075
Si, 2.0908, 4.8718, 8.174, 0.4533, -0.0723, -0.4448
Si, 5.2536, 2.603, 8.2256, 0.2575, 0.0346, 0.3548
Si, 8.0822, -0.0916, 8.2061, 0.0145, 0.0942, 0.0753
Si, 5.1968, 8.0459, 8.004, 0.4084, 0.2194, -0.0396
Si, 8.1503, 5.2586, 8.0281, -0.0597, -0.0991, 0.2538
Si, 1.675, 6.0924, 10.5098, -1.2598, -0.123, 0.6968
Si, 4.0034, 0.9788, 9.5176, 0.0605, -0.5689, 0.4527
Si, 1.1832, 8.9009, 9.0462, -0.4889, 0.6745, -0.373
Si, 3.2921, 6.8746, 8.7053, -0.4688, 0.4587, 0.0886
Si, 7.0779, 3.7181, 9.4323, -0.0945, 0.3614, 0.1556
Si, 9.4471, 1.5609, 9.5496, -0.2443, 0.1383, 0.4676
Si, 6.3219, 9.6243, 9.4813, -0.5544, 0.2305, 0.8212
Si, 9.5589, 6.5274, 9.4754, -0.3416, 0.6641, -0.1277
Si, -0.5593, -0.8383, 11.2941, 0.3124, -0.3331, 0.2135
Si, 0.3089, 2.0115, 12.0321, 0.0686, 0.1812, 0.57
Si, -3.1052, 8.1711, 11.6249, 0.3292, -0.4383, 0.6243
Si, 4.8362, 7.518, 16.4774, 0.0763, 0.1491, -0.4632
Si, 8.7391, 3.5757, 13.3546, 0.0513, 0.0614, 0.2031
Si, 6.2079, 11.0106, 18.0448, -0.1202, 0.0322, -0.5578
Si, 9.6933, 6.0709, 14.4538, -0.1637, 0.051, -0.0717
Si, 5.6267, 6.7799, 13.6157, 0.0246, 0.0369, 0.2164
Si, 4.0815, 4.1193, 14.3092, -0.1685, 0.0379, 0.5336
Si, 9.0634, 1.1559, 18.749, 0.0165, 0.0078, -0.4162
Si, 12.1694, -0.4475, 13.4817, 0.1207, -0.0691, 0.3173
Si, 5.9285, 4.1032, 12.0769, 0.169, -0.1281, 0.4098
Si, 9.7866, 9.086, 14.9697, -0.0184, 0.0843, 0.0419
Si, 1.465, 5.3479, 15.7107, 0.1147, 0.1901, -0.4511
Si, -10.5421, 7.6657, 17.1101, -0.1138, 0.1534, -0.2373
Si, 3.201, 2.6067, 11.8613, 0.0557, -0.0441, 0.4967
Si, 15.0824, -1.6798, 14.2127, 0.062, 0.1566, 0.0022
Si, 6.6344, 6.9424, 18.7932, 0.0282, 0.0621, -0.3087
Si, -4.8821, 2.3023, 16.1324, 0.0484, 0.3335, -0.1958
Si, 9.0244, -5.1797, 17.2996, -0.0185, 0.0285, -0.3549
Si, 2.7435, 7.169, 18.5735, 0.0897, 0.0948, -0.5292
Si, 8.8005, 2.9549, 16.4514, -0.2211, 0.1289, -0.2784
Si, 12.3472, 4.4526, 18.7629, -0.1064, 0.0928, -0.428
Si, 6.8296, 10.4804, 15.1776, 0.0302, 0.0443, -0.2992
O, 1.4575, -2.7538, 18.1694, 0.2677, -0.4738, 0.0362
O, -0.6154, 0.2418, 19.3603, 0.0323, 0.0428, 0.6039
O, 2.1985, 3.0949, 19.2925, 0.0378, 0.0331, 0.5677
O, 3.8241, 1.3286, -0.6819, -0.0302, 0.0762, 0.3738
O, 0.1024, 4.6113, 19.6545, 0.0581, 0.2344, 0.5683
O, 3.6634, 6.7534, 17.2969, -0.1462, 0.1571, 0.4161
O, 3.381, 8.0299, 19.782, -0.4795, -0.0375, 0.2421
O, 2.3312, 5.7449, 19.2098, -0.0255, 0.0239, 0.0113
O, 1.2382, -1.3112, -0.5685, 0.0874, -0.1558, 0.4418
O, 5.3277, -0.4625, 19.2694, -0.0754, 0.3348, 0.6573
O, 8.8235, 2.4202, -1.2744, -0.1996, -0.0381, 0.3733
O, 27.412, -0.8993, 14.1541, -0.0382, -0.1253, 0.2325
O, 5.5278, 6.0658, 19.6141, 0.0867, -0.2256, 0.4339
O, 6.7798, 3.9501, -0.605, 0.0176, 0.0336, 0.7814
O, 7.3985, 8.0367, 19.7261, 0.2467, -0.1917, 0.5543
O, 9.4009, 6.5952, -0.4877, -0.0135, 0.1189, 0.6157
O, 0.0209, 5.9294, 10.1961, 0.4219, -0.0841, 0.0474
O, 3.3829, 1.1762, 11.0736, 0.1502, 0.3544, -0.7069
O, 1.3891, 4.4868, 17.1075, 0.042, 0.0222, 0.5867
O, -0.1675, 9.3799, 9.8672, -0.0321, 0.1801, 0.4625
N, 2.1892, 7.7054, 9.8007, 0.6271, -0.8997, -0.642
O, 6.6181, 4.6922, 10.724, 0.0904, -0.5115, -0.4076
O, 8.2105, 2.6229, 9.9756, 0.1333, -0.1565, -0.3116
N, 10.3204, 0.896, 10.9881, -0.3811, 0.1921, -0.6626
N, 6.5343, 8.9079, 10.9154, -0.2332, 0.2343, -0.6392
O, 5.2392, 10.8449, 9.7296, 0.2565, -0.2333, -0.4321
O, 8.6177, 7.1194, 10.6622, 0.2227, -0.0919, -0.0156
O, 9.0048, 9.3303, 11.9676, 0.2024, -0.0631, -0.2916
O, -3.8374, -3.5986, 12.9281, 0.0674, 0.1357, -0.2964
O, -3.2201, 0.3661, 18.7169, 0.0353, 0.0757, 0.0577
O, 4.903, 3.3009, 15.475, -0.0334, -0.0442, -0.1683
O, 11.0491, 5.1457, 14.7147, 0.0293, 0.2029, 0.2398
O, 0.1631, -0.8416, 14.5825, 0.0768, -0.061, -0.2791
O, 8.7256, 17.0198, 15.763, 0.2323, -0.1303, 0.2113
O, 5.9333, -3.0878, 17.6247, -0.0445, -0.2345, 0.2081
O, 14.224, 2.9144, 13.4715, 0.063, -0.0143, -0.5532
O, 8.9067, 5.2058, 13.3331, 0.0949, -0.1749, 0.1352
O, 4.6279, 3.3165, 11.3957, 0.0163, 0.0483, 0.0687
O, 11.698, 9.6888, 12.1288, -0.3366, 0.1504, -0.0512
O, 5.6361, 6.7467, 15.279, -0.1988, 0.2274, -0.0211
O, 10.2865, 6.5594, 17.8353, -0.0482, 0.0261, 0.0063
O, 9.5249, 4.1679, 17.2247, -0.1748, 0.0783, 0.0461
O, -2.5515, 9.8566, 14.8534, -0.0395, -0.0871, 0.083
O, 9.0219, 2.9465, 14.8438, -0.1068, 0.1624, 0.0107
O, -0.7026, 8.7702, 16.5324, 0.1471, -0.3117, -0.0091
N, 5.1669, 5.1026, 13.2916, 0.191, -0.0618, -0.4034
O, 2.8854, 5.0326, 14.9621, -0.1028, -0.1568, 0.0817
O, 7.2102, 3.2212, 16.6898, 0.2135, -0.2943, -0.0228
O, 1.053, 1.1499, 13.2306, -0.1704, 0.0299, -0.4066
O, 4.0625, -2.0951, 15.7921, 0.2267, -0.2451, -0.0239
O, 13.7297, -0.8277, 13.8301, -0.1408, -0.0592, -0.0338
O, 12.4795, 2.9345, 11.4997, 0.0099, -0.2506, -0.0505
O, 7.2012, 3.2848, 12.8266, -0.2744, 0.2442, -0.2951
O, 6.4849, 10.0943, 16.7182, -0.0839, 0.2392, 0.2799
O, 9.3678, 12.497, 17.193, -0.16, -0.0678, 0.5913
O, -4.1816, 12.1156, 15.0859, -0.0801, -0.1022, 0.3159
O, -0.9987, 7.6688, 14.1111, 0.0246, -0.0829, 0.1826
O, 7.7036, 5.893, 18.1712, -0.0913, 0.25, 0.1964
O, 1.2664, -3.9227, 15.9584, -0.1777, -0.1312, 0.2873
O, 15.2804, -3.0226, 13.2921, 0.1952, -0.029, 0.2487
O, -0.8996, 2.9981, 12.4866, 0.2154, -0.1384, -0.1491
O, -5.4387, 1.4639, 17.4199, 0.3881, -0.3442, 0.1643

Results
free energy: -38442.719 eV
free energy less fixed offsets of N -289.75, O -463.61, Si -117.95 eV per atom: -14.739 eV
pressure: -2.56 GPa
stress xx, yy, zz, yz, xz, xy (GPa, positive in tension): 4.32, 1.37, 2.01, -0.89, -0.35, -0.91
